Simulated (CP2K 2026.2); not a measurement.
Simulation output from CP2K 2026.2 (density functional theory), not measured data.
Periodic cell of 534 atoms, Si358O176, from a study of silicon, its oxide and their interface. The atomic structure is a simulated model.
Doubt: the forces sum to 2.90 eV/angstrom along one axis rather than to zero, so they err by at least 0.0054 eV/angstrom per atom on average; the grid cutoff is modest.

Settings: functional PBE; method Gaussian and plane waves; basis set DZVP-MOLOPT-SR-GTH; pseudopotentials GTH-PBE; grid cutoff 400 Ry, relative cutoff 50 Ry; k points Gamma only; occupations fixed; spin none; net charge 0.

Cell vectors (angstrom)
a 16.4025 0 0
b 0 16.4025 0
c 0 0 35.2882

Atoms and the computed forces on them: element, x, y, z (angstrom), force x, y, z (eV/angstrom)
Si -0.318 0.59 -0.436 0.224 -0.044 0.422
Si 2.516 2.759 -0.273 0.156 0.287 0.637
Si -0.66 6.103 -0.118 -0.13 0.127 0.004
Si 2.829 8.036 -0.091 0.097 -0.079 -0.127
Si -0.37 11.169 -0.007 0.078 0.092 -0.119
Si 2.895 13.37 0.126 -0.022 -0.109 -0.358
Si 5.571 -0.233 -0.094 -0.02 -0.095 0.375
Si 8.346 2.581 -0.235 -0.139 -0.034 0.258
Si 5.031 5.81 0.026 -0.039 0.061 -0.069
Si 8.655 7.882 -0.111 -0.3 0.221 -0.081
Si 5.188 11.075 0.416 -0.048 -0.192 -0.42
Si 7.627 13.701 -0.13 0.057 -0.333 0.121
Si 10.511 0.263 -0.27 -0.02 -0.025 0.337
Si 13.628 2.658 -0.191 0.045 -0.028 0.16
Si 10.83 5.511 -0.1 -0.189 0.066 -0.028
Si 13.584 8.214 0.357 0.001 0.07 -0.408
Si 11.453 10.361 0.103 0.073 -0.053 -0.215
Si 14.009 13.488 0.012 0.035 -0.22 -0.024
Si 1.152 1.541 1.207 0.193 -0.065 -0.409
Si 3.929 4.096 1.212 -0.115 0.094 -0.324
Si 1.167 6.926 1.221 0.098 -0.015 -0.219
Si 3.969 9.434 1.452 -0.057 0.042 -0.247
Si 1.234 12.292 1.37 -0.069 -0.14 -0.29
Si 3.982 15.083 1.3 0.157 0.081 -0.187
Si 6.733 1.44 1.14 0.108 -0.099 -0.174
Si 9.541 4.026 1.235 -0.006 0.062 -0.271
Si 6.817 6.883 1.196 0.118 0.024 -0.214
Si 9.651 9.467 1.336 0.03 -0.028 -0.053
Si 6.771 12.282 1.55 0.083 0.198 -0.166
Si 9.463 14.919 1.037 -0.169 0.071 -0.262
Si 12.119 1.407 1.154 -0.107 -0.151 -0.198
Si 14.842 4.247 1.159 0.059 -0.076 -0.25
Si 12.22 6.701 1.449 -0.069 0.098 -0.253
Si 14.989 9.653 1.503 0.062 0.09 -0.264
Si 12.401 12.236 1.277 -0.013 -0.06 -0.25
Si 15.192 15.148 1.153 -0.123 -0.028 -0.394
Si -0.159 2.874 2.59 -0.177 0.067 -0.005
Si 2.576 0.1 2.557 0.045 0.002 -0.041
Si -0.018 8.262 2.748 0.095 0.004 0.139
Si 2.55 5.463 2.586 -0.07 -0.019 -0.029
Si -0.007 13.774 2.691 0.02 0.059 -0.043
Si 2.605 10.889 2.716 0.059 0.068 0.235
Si 5.371 2.777 2.552 0.076 -0.039 0.028
Si 8.139 -0.019 2.522 -0.067 -0.088 -0.169
Si 5.485 8.175 2.7 0.072 -0.114 0.041
Si 8.124 5.421 2.577 -0.004 0.06 -0.03
Si 5.366 13.724 2.745 -0.117 0.08 0.304
Si 8.257 10.891 2.687 0.091 -0.11 -0.041
Si 10.877 2.722 2.648 0.066 -0.024 0.138
Si 13.605 0.004 2.477 0.06 0.183 -0.08
Si 10.89 8.111 2.776 -0.187 -0.111 0.229
Si 13.594 5.409 2.755 0.032 -0.058 0.192
Si 10.899 13.631 2.498 -0.016 0.058 -0.147
Si 13.643 10.986 2.823 -0.024 0.101 0.18
Si 1.252 4.122 4.025 0.072 0.074 -0.016
Si 4.027 1.393 3.931 -0.057 0.079 0.015
Si 1.324 9.567 4.16 -0.018 0.007 -0.118
Si 4.036 6.782 3.976 0.051 -0.039 -0.083
Si 1.36 15.108 4.038 -0.06 -0.025 0.013
Si 4.014 12.289 4.061 0.03 0.042 -0.188
Si 6.765 4.074 3.966 0.017 0.008 0.027
Si 9.508 1.323 3.963 -0.06 -0.037 -0.067
Si 6.842 9.559 4.044 -0.075 -0.008 0.052
Si 9.473 6.744 4.062 0.078 0.116 -0.132
Si 6.8 15.084 4.029 -0.018 0.049 -0.21
Si 9.596 12.31 3.986 0.009 -0.009 0.073
Si 12.234 4.038 4.081 -0.01 0.033 -0.042
Si 14.929 1.395 3.935 -0.034 0.003 -0.18
Si 12.269 9.537 4.102 -0.013 0.066 -0.064
Si 14.987 6.835 4.048 0.083 -0.03 -0.065
Si 12.258 15.029 3.891 0.051 -0.065 0.002
Si 15.036 12.396 4.085 -0.138 -0.074 -0.029
Si 0.013 -0.006 10.852 -0.011 -0.01 -0.001
Si 2.755 2.729 10.855 -0.018 -0.017 0
Si 0.009 5.472 10.863 -0.009 0.02 0
Si 2.759 8.218 10.858 -0.009 -0.025 0.011
Si 0.03 10.95 10.848 -0.009 -0.023 0.007
Si 2.757 13.667 10.835 -0.019 -0.02 -0.003
Si 5.471 -0.017 10.841 0.005 -0.003 0
Si 8.189 2.707 10.849 0.014 -0.016 -0.005
Si 5.477 5.467 10.856 0.007 -0.04 -0.003
Si 8.201 8.189 10.851 0.016 -0.014 0.005
Si 5.485 10.938 10.86 -0.008 -0.006 0.015
Si 8.202 13.65 10.865 0.009 -0.006 0.002
Si 10.922 -0.033 10.869 0.018 -0.01 0
Si 13.665 2.712 10.861 0.025 0.012 -0.009
Si 10.919 5.446 10.846 0.004 -0.009 -0.01
Si 13.676 8.196 10.848 0.012 -0.015 -0.011
Si 10.929 10.92 10.863 0.013 -0.021 0.004
Si 13.668 13.649 10.861 0.01 -0.017 -0.005
Si 1.406 1.346 12.212 -0.005 0.028 0.008
Si 4.135 4.09 12.219 0.024 0.09 -0.013
Si 1.39 6.857 12.214 -0.004 -0.031 0.003
Si 4.137 9.571 12.241 -0.035 0.005 0.016
Si 1.424 12.295 12.222 0.016 0.049 0.012
Si 4.129 15.008 12.218 0.011 0.023 -0.008
Si 6.84 1.333 12.219 -0.031 0.011 -0.015
Si 9.549 4.083 12.212 0.02 -0.003 0
Si 6.84 6.834 12.228 0.018 0.009 -0.001
Si 9.571 9.542 12.228 -0.008 -0.008 0.009
Si 6.852 12.284 12.251 0.012 -0.007 0.007
Si 9.574 14.992 12.251 0.004 0.006 -0.006
Si 12.311 1.324 12.221 -0.026 0.011 -0.006
Si 15.05 4.082 12.212 -0.05 -0.029 0.005
Si 12.305 6.813 12.198 0.024 0.015 -0.011
Si 15.07 9.565 12.195 -0.009 0.015 -0.008
Si 12.312 12.272 12.23 0 0.018 0.01
Si 15.066 15.002 12.205 -0.015 0.019 -0.017
Si 0.041 2.715 13.56 -0.024 0.019 0.008
Si 2.787 -0.013 13.582 -0.034 -0.031 0.002
Si 0.056 8.251 13.589 -0.069 -0.003 0.021
Si 2.787 5.5 13.55 -0.017 -0.058 -0.056
Si 0.062 13.668 13.572 -0.069 -0.012 0.002
Si 2.797 10.95 13.624 0.009 -0.067 -0.002
Si 5.503 2.717 13.59 0.025 -0.056 0.01
Si 8.184 -0.049 13.597 0.043 0.025 0.007
Si 5.52 8.224 13.62 0.017 -0.056 0.003
Si 8.183 5.446 13.593 -0.031 0.044 0.006
Si 5.481 13.65 13.619 -0.016 0.037 -0.01
Si 8.225 10.907 13.619 0.015 0.009 -0.012
Si 10.932 2.71 13.55 0.042 -0.01 -0.02
Si 13.693 -0.061 13.572 0.07 -0.005 0.001
Si 10.94 8.159 13.579 0.027 -0.018 -0.008
Si 13.692 5.468 13.563 0.001 0.009 -0.01
Si 10.952 13.619 13.621 0.037 0.003 0.045
Si 13.708 10.905 13.57 0.044 -0.064 -0.009
Si 1.435 4.114 14.873 0.059 0.108 -0.032
Si 4.162 1.34 14.957 0.041 0.035 0.037
Si 1.426 9.611 15.005 0.029 0.021 0.05
Si 4.133 6.861 14.95 0.004 -0.023 0.015
Si 1.436 15.024 14.953 0.1 0.073 0.032
Si 4.177 12.277 15.037 -0.034 0.06 0.1
Si 6.838 4.08 14.991 0.023 0.025 0.047
Si 9.566 1.34 14.907 -0.018 -0.025 0.038
Si 6.885 9.568 15.038 0.012 -0.037 0.061
Si 9.56 6.798 14.951 0.012 -0.005 0.045
Si 6.837 14.996 15.008 -0.041 -0.022 0.059
Si 9.604 12.234 15.007 -0.022 -0.053 0.036
Si 12.31 4.079 14.893 0.001 -0.023 -0.004
Si 15.105 1.287 14.899 -0.063 -0.015 -0.036
Si 12.346 9.508 14.915 0 0.021 0.029
Si 15.085 6.854 14.902 -0.063 -0.026 -0.011
Si 12.359 14.969 14.973 -0.024 -0.01 0.012
Si 15.118 12.263 14.904 0.005 0.068 -0.025
Si 0.089 -0.016 16.329 -0.003 -0.064 0.128
Si 2.785 2.753 16.244 -0.099 -0.001 0.04
Si 0.151 5.559 16.202 0.062 -0.196 -0.042
Si 2.863 8.287 16.353 -0.054 -0.067 0.008
Si 0.068 11.01 16.377 -0.103 -0.023 0.134
Si 2.774 13.66 16.363 0.061 -0.014 0.04
Si 5.496 -0.005 16.399 -0.041 -0.007 0.128
Si 8.249 2.7 16.33 -0.025 -0.02 0.001
Si 5.407 5.437 16.334 0.094 0.113 0.106
Si 8.257 8.166 16.389 -0.004 -0.04 0.069
Si 5.584 10.957 16.476 -0.029 -0.046 -0.049
Si 8.19 13.579 16.362 0.102 0.099 -0.06
Si 10.941 -0.028 16.244 0.032 0.11 0.082
Si 13.734 2.696 16.162 -0.096 0.01 0.052
Si 10.888 5.369 16.284 0.059 0.097 0.001
Si 13.693 8.151 16.299 0.071 0.007 0.094
Si 11.011 10.825 16.333 -0.06 -0.047 0.02
Si 13.769 13.557 16.299 0.094 -0.123 -0.044
Si 1.468 1.441 17.661 0.042 0.087 -0.106
Si 4.001 4.1 17.742 -0.056 0.048 0.028
Si 1.498 6.905 17.66 -0.066 0.015 -0.143
Si 4.175 9.643 17.836 0.009 -0.016 0.018
Si 1.421 12.404 17.854 -0.033 0.111 0.105
Si 4.117 14.998 17.774 -0.042 0.014 -0.091
Si 6.879 1.409 17.744 0.027 -0.02 0.02
Si 9.6 4.014 17.762 0.066 -0.038 0.002
Si 6.797 6.789 17.677 -0.134 -0.016 -0.152
Si 9.74 9.432 17.797 0.087 -0.1 -0.003
Si 6.996 12.244 17.932 0.037 0.049 0.235
Si 9.566 15.002 17.601 -0.139 0.034 -0.098
Si 12.335 1.381 17.542 -0.084 0.023 -0.1
Si 15.228 4.052 17.377 0.127 0.108 -0.294
Si 12.297 6.69 17.597 -0.01 -0.009 -0.189
Si 15.074 9.567 17.637 -0.11 0.044 -0.117
Si 12.423 12.16 17.665 0.222 -0.068 -0.065
Si 15.197 14.876 17.64 0.081 0.004 -0.027
Si 0.115 2.91 18.949 0.013 0.144 0.199
Si 2.7 0.025 19.073 0.101 0.007 0.395
Si 0.153 8.319 18.942 -0.02 0.198 0.292
Si 2.679 5.551 19.178 0.073 0.033 0.142
Si 0.054 13.754 19.39 -0.136 -0.061 0.313
Si 2.823 11.061 19.232 -0.069 -0.027 0.168
Si 5.374 2.733 19.088 0.062 -0.19 0.277
Si 8.301 -0.012 19.049 -0.083 -0.038 0.099
Si 5.569 8.229 19.134 0.142 -0.059 0.165
Si 8.02 5.283 19.007 0.004 0.105 0.492
Si 5.535 13.709 19.221 0.039 -0.001 0.07
Si 8.595 10.857 19.299 0.072 -0.066 0.333
Si 11.129 2.731 19.126 0.094 -0.056 0.205
Si 13.779 -0.061 18.679 -0.122 -0.102 0.238
Si 11.026 7.873 19.175 -0.255 -0.056 0.328
Si 13.87 5.348 18.654 -0.06 -0.165 0.309
Si 11.067 13.663 18.785 0.224 -0.014 0.281
Si 13.684 10.733 19.162 0.101 -0.098 0.214
Si 0.848 4.702 20.495 0.022 -0.147 0.278
Si 4.356 1.061 20.423 -0.131 0.122 -0.123
Si 1.213 9.865 20.494 -0.042 -0.05 -0.163
Si 4.293 6.737 20.483 0.014 0.004 0.139
Si 1.004 15.812 20.697 0.062 0.118 -0.369
Si 4.123 12.493 20.69 -0.076 0.002 -0.174
Si 6.333 4.317 20.53 0.164 -0.222 -0.142
Si 10.061 0.961 20.298 0.025 0.176 0.328
Si 7.36 9.168 20.464 0.045 -0.118 -0.003
Si 9.245 6.659 20.414 -0.007 -0.063 -0.422
Si 6.72 15.326 20.492 0.076 0.247 0.048
Si 10.323 12.32 20.523 -0.227 0.397 -0.548
Si 13.171 3.619 20.131 -0.274 -0.106 0.095
Si 15.108 1.343 19.908 -0.15 0.028 0.313
Si 12.706 8.873 20.541 0.15 0.053 -0.13
Si 15.091 6.853 19.959 0.038 0.015 0.284
Si 12.31 15.177 20.071 0.22 0.117 -0.016
Si 15.252 11.925 20.508 0.102 -0.089 -0.159
Si 0.888 3.471 23.41 -0.259 0.037 0.256
Si -0.264 5.009 25.519 0.084 0.059 0.104
Si 5.464 7.959 26.661 0.122 -0.073 0.118
Si 3.135 8.61 22.738 -0.15 -0.116 0.081
Si 2.937 13.473 23.321 0.182 -0.039 0.235
Si 4.281 -0.745 24.943 0.212 0.104 0.203
Si 10.2 6.545 25.185 -0.134 0.067 0.217
Si 7.137 3.56 23.487 -0.041 -0.053 0.396
Si 8.732 14.194 22.556 -0.096 0.215 0.198
Si 3.936 14.706 27.986 0.043 -0.057 -0.031
Si 7.543 12.15 24.709 0.11 0.114 0.323
Si 7.002 0.925 25.001 -0.114 -0.026 0.091
Si 15.878 0.036 26.586 -0.084 0.093 0.018
Si 9.769 4.519 22.826 -0.092 0.028 0.091
Si 14.938 2.491 24.764 -0.16 0.003 0.193
Si 12.829 15.703 26.794 -0.04 0.049 -0.035
Si 12.932 12.987 22.141 -0.057 0.175 -0.108
Si 0.004 0.059 29.636 0.036 -0.075 -0.191
Si 3.091 7.483 28.343 0.086 0.009 -0.05
Si -0.685 9.714 27.737 0.016 0.141 -0.07
Si -5.431 12.023 33.007 0.105 -0.137 -0.496
Si 0.861 13.952 25.312 -0.009 -0.026 0.266
Si -1.258 12.381 26.583 0.01 -0.086 0.106
Si 8.252 0.083 27.744 -0.113 0.04 -0.141
Si 7.42 1.964 29.868 0.046 -0.017 -0.129
Si 7.293 5.867 25.585 0.15 -0.045 0.183
Si 5.689 10.553 22.684 0.065 0.075 0.191
Si 9.219 13.846 28.459 -0.156 -0.064 -0.008
Si 12.403 5.022 22.571 0.376 -0.236 0.288
Si 19.044 0.949 22.921 0.072 -0.106 -0.012
Si 12 7.876 23.148 0.035 0.024 0.49
Si 10.031 11.544 26.406 -0.087 -0.026 0.25
Si 11.971 18.267 25.102 0.006 0.053 0.102
Si 10.017 11.932 30.297 0.018 -0.004 -0.084
Si -4.875 4.618 29.901 0.009 0.048 -0.298
Si 0.279 1.898 32.023 -0.096 -0.111 -0.221
Si 3.646 10.079 29.64 0.204 -0.04 -0.047
Si -2.698 8.66 29.257 -0.203 -0.016 0.099
Si 9.656 16.92 23.267 0.017 0.14 0.205
Si 3.13 12.617 32.594 -0.023 -0.027 -0.121
Si 3.016 0.32 30.007 -0.069 0.068 -0.419
Si 13.984 6.441 24.555 0.275 0.126 0.167
Si 9.463 6.872 29.713 -0.077 -0.026 -0.143
Si 2.829 8.785 25.691 0.011 -0.035 0.308
Si 6.282 10.122 28.227 0.031 -0.01 0.148
Si 2.118 12.852 29.777 -0.073 0.036 -0.161
Si 10.632 9.405 28.71 0.101 0.113 -0.094
Si 15.003 7.014 27.15 -0.003 -0.093 0.073
Si 8.245 4.5 28.105 0.159 0.116 -0.05
Si 16.288 8.514 30.445 -0.179 -0.047 -0.253
Si 11.183 20.806 27.01 0.037 -0.067 0.006
Si 12.688 12.986 31.016 0.013 -0.243 -0.227
Si 2.409 3.077 30.231 -0.081 0.185 -0.446
Si 0.784 4.563 32.964 0.09 -0.003 -0.247
Si 1.425 9.869 32.989 -0.082 0.047 0.095
Si 1.405 5.711 30.205 -0.053 -0.016 -0.274
Si -0.985 13.543 29.515 0.09 -0.073 -0.036
Si 5.729 12.659 26.898 0.024 -0.011 0.136
Si 6.904 4.694 33.085 -0.041 0.063 -0.006
Si 5.177 3.207 31.292 -0.181 0.029 -0.433
Si 7.894 7.589 32.343 -0.148 0.218 -0.367
Si 10.189 2.163 30.956 -0.129 -0.053 -0.423
Si 4.051 17.448 32.947 0.007 -0.02 -0.263
Si 6.175 11.85 33.124 0.207 -0.203 -0.092
Si 12.479 12.913 25.302 -0.044 -0.076 0.382
Si 11.963 3.796 32.71 -0.026 0.122 -0.101
Si 6.218 9.744 31.117 -0.011 -0.1 -0.161
Si 10.861 -0.116 28.953 -0.028 0.059 -0.117
Si 19.321 11.788 25.595 -0.034 -0.058 0.225
Si 11.991 14.666 33.269 0.082 -0.078 -0.216
O 0.265 0.821 33.266 -0.313 -0.304 0.262
O -1.732 1.418 34.785 0.129 -0.143 0.161
O 2.976 1.424 34.127 -0.25 -0.077 0.264
O 1.819 3.917 34.055 -0.089 0.127 0.285
O -1.8 7.268 34.7 0.266 -0.203 0.71
O -0.117 5.698 33.675 0.047 -0.016 -0.051
O 2.298 8.748 33.801 -0.022 0.141 0.236
O 2.404 11.132 32.63 -0.065 0.029 -0.121
O 0.223 10.392 33.957 0.079 0.127 0.228
O -1.772 8.662 30.644 -0.028 0.154 -0.116
O 2.539 13.579 33.789 -0.008 0.22 0.459
O 0.477 12.872 29.819 0.21 -0.004 -0.027
O 5.09 0.003 33.632 -0.115 0.069 0.213
O 3.587 0.356 31.536 0.285 -0.226 0.285
O 7.815 3.504 33.76 -0.142 0.077 -0.171
O 6.304 4.327 31.604 0.331 0.289 0.234
O 3.956 6.924 34.657 -0.014 -0.244 0.455
O 5.621 4.998 34.019 0.025 -0.114 -0.068
O 9.801 6.746 34.823 -0.196 -0.049 0.044
O 8.32 8.474 33.651 -0.002 -0.087 0.378
O 2.705 13.368 31.202 0.168 0.093 0.204
O 4.06 12.208 35.292 -0.056 0.161 0.165
O 7.302 12.892 33.711 0.155 0.072 0.388
O 6.783 15.088 34.992 0.121 0.067 -0.173
O 9.304 1.315 34.503 0.206 0.046 0.048
O 11.307 -0.308 33.657 0.146 -0.137 -0.065
O 13.192 3.177 33.578 0.269 0.185 0.152
O 10.898 2.574 32.37 0.112 -0.13 0.019
O 11.281 4.942 33.677 0.071 -0.111 0.142
O 8.569 1.931 31.049 0.052 0.106 0.12
O 15.733 8.424 26.728 0.241 0.16 -0.172
O 10.37 3.469 29.99 -0.205 -0.147 -0.026
O 10.664 10.815 34.009 -0.02 0.221 0.006
O 12.551 9.226 34.778 -0.116 0.147 0.777
O 15.004 12.315 34.616 0.015 -0.035 0.769
O 13.39 14.413 34.072 -0.201 0.31 -0.09
O 2.294 7.831 26.931 0.005 0.008 -0.043
O 1.288 4.191 22.015 0.265 0.035 -0.345
O 3.68 1.609 21.837 0.209 0.223 -0.223
O 8.257 0.539 24.082 0.153 -0.01 -0.009
O 2.477 8.215 24.201 -0.177 -0.168 -0.412
O 1.938 9.276 21.851 0.073 -0.082 -0.021
O 5.4 5.606 20.973 0.068 -0.141 -0.089
O 4.391 9.622 22.991 0.043 -0.053 0.061
O -3.005 18.565 24.353 0.005 -0.091 -0.263
O 1.816 16.165 22.126 -0.301 -0.395 0.052
O 5.213 11.767 21.698 0.095 0.027 -0.005
O 3.089 13.377 21.697 0.215 -0.172 -0.26
O 6.48 3.543 22.002 -0.028 -0.159 -0.384
O 4.067 -0.476 29.052 0.107 -0.048 0.253
O 9.433 1.215 21.809 -0.081 0.33 -0.283
O 10.072 5.286 24.202 0.107 -0.307 -0.3
O 6.808 9.667 21.923 -0.049 0.217 -0.103
O 2.592 11.297 29.603 -0.005 -0.006 -0.085
O 9.305 5.566 21.676 -0.114 0.078 -0.159
O 8.35 7.927 20.993 0.168 0.288 -0.327
O 7.382 14.909 21.959 -0.053 0.18 0.079
O 5.543 16.418 20.944 0.115 -0.104 -0.425
O 9.326 13.347 21.316 0.172 0.023 0.054
O 11.708 12.088 21.456 -0.18 -0.405 0.197
O 13.467 4.571 21.463 -0.24 0.369 0.246
O 11.227 3.884 22.445 0.069 -0.069 0.152
O 13.928 2.227 20.697 0.13 0.232 -0.56
O 14.006 7.819 20.821 -0.09 -0.006 -0.105
O 11.976 9.11 22.077 0.185 -0.1 -0.486
O 15.076 3.779 25.782 0.07 -0.088 0.208
O 16.114 5.878 20.879 0.089 -0.13 -0.299
O 12.954 14.456 21.412 0.176 -0.283 -0.121
O 11.293 16.32 20.68 -0.121 0.04 -0.492
O 16.418 10.865 21.084 -0.128 0.118 -0.532
O 14.394 12.3 21.878 -0.109 0.071 0.209
O 7.047 5.014 24.22 0.006 -0.015 -0.157
O 3.325 0.364 24.273 -0.214 0.114 -0.229
O 1.079 4.395 24.792 -0.043 0.063 -0.141
O -0.67 2.93 23.402 0.089 0.152 -0.242
O 7.743 6.061 32.874 -0.008 -0.266 0.024
O 4.449 8.873 25.796 -0.162 -0.026 0.023
O -2.199 12.914 30.425 -0.169 -0.08 0.059
O 4.171 14.329 23.994 0.115 0.01 -0.015
O 3.061 11.965 23.966 -0.174 0.073 -0.184
O -1.333 13.266 27.952 0.109 0.26 -0.192
O 11.129 5.94 26.4 0.183 0.136 -0.178
O 5.797 -0.161 24.928 0.174 -0.187 -0.273
O 7.501 0.535 29.106 -0.096 -0.011 0.103
O 13.09 5.167 24.047 -0.09 -0.065 -0.317
O 6.528 2.412 24.49 0.033 0.135 -0.05
O 4.665 7.265 27.927 0.108 0.098 0.107
O 8.645 11.27 25.569 -0.175 -0.19 -0.072
O 6.465 11.153 23.997 -0.108 -0.21 -0.005
O 3.664 7.297 21.92 0.196 -0.004 -0.323
O 1.476 14.081 23.799 -0.005 0.242 -0.306
O 9.849 15.286 23.089 -0.006 -0.362 0.037
O 8.354 13.12 23.705 0.3 0.094 -0.264
O 8.777 -3.633 29.615 0.064 0.162 0.066
O 11.803 6.511 22.241 -0.06 -0.024 -0.386
O 7.525 0.888 26.543 0.265 0.219 0.106
O 16.06 0.4 20.907 0.502 -0.106 -0.185
O 10.885 7.821 24.389 0.259 0.003 -0.154
O 8.732 3.34 23.197 0.168 0.075 -0.102
O 12.26 14.328 26.116 -0.046 0.026 0.077
O 15.566 6.07 24.371 0.007 0.027 -0.201
O 12.788 13.211 23.74 0.087 -0.032 -0.176
O 10.83 17.745 24.056 -0.123 -0.15 -0.145
O 12.339 15.929 28.348 0.001 -0.173 0.13
O 13.65 12.044 26.052 -0.098 0.082 0.046
O -4.176 0.599 26.061 -0.109 -0.2 0.03
O -4.073 -1.932 31.66 -0.212 0.314 0.252
O -6.611 -4.396 31.897 -0.164 -0.047 0.105
O 2.588 6.188 29.177 0.056 -0.087 -0.115
O 2.29 10.316 25.905 0.066 0.172 -0.183
O -6.679 8.055 28.61 -0.025 -0.159 -0.193
O 0.73 9.162 31.675 0.289 0.346 0.355
O 4.592 9.961 30.974 -0.038 -0.009 -0.044
O -0.347 11.059 26.908 0.242 0.09 -0.132
O -0.579 13.197 25.344 0 0.14 -0.363
O 3.754 15.313 26.464 0.052 0.178 -0.065
O 6.672 13.159 25.672 -0.071 -0.01 -0.23
O 5.328 13.847 27.939 0.093 0.165 -0.002
O 8.648 6.814 25.638 -0.009 0.011 0.112
O 1.281 4.129 29.638 0.205 -0.148 0.213
O 11.608 3.213 25.968 0.107 -0.118 -0.01
O 10.532 10.23 27.282 -0.111 0.083 -0.075
O 11.174 11.941 25.327 0.026 0.139 -0.325
O 6.672 8.922 27.196 -0.202 0.133 0.009
O 0.63 15.406 26.035 0.281 0.026 0.111
O 6.692 11.59 27.686 0.174 -0.062 0.024
O 7.618 19.635 28.875 0.01 -0.14 0.04
O 8.151 14.839 27.697 -0.067 -0.021 -0.084
O 9.84 0.537 27.82 0.083 0.104 0.033
O 8.399 5.795 29.098 -0.16 0.183 0.013
O 18.187 2.151 23.558 0.248 -0.234 -0.037
O 14.444 -0.724 26.71 -0.103 -0.401 0.038
O 15.688 1.248 25.519 -0.051 -0.138 -0.17
O 13.506 7.81 23.816 -0.038 -0.108 -0.148
O 6.848 11.026 31.889 0.045 0.126 0.022
O 9.999 10.378 29.841 -0.079 0.046 0.022
O 14.218 7.233 28.573 -0.077 -0.231 0.111
O 10.19 14.849 29.316 -0.161 -0.065 0.23
O 15.956 17.638 30.698 0.04 0.037 0.258
O 10.932 17.268 30.259 -0.016 0.02 0.114
O 1.811 2.348 31.585 0.018 -0.059 0.39
O 0.231 9.351 29.052 0.25 0.019 0.208
O -0.942 -1.258 29.816 -0.091 0.208 0.06
O -0.277 3.384 32.461 -0.073 0.02 -0.06
O 2.874 8.67 29.442 -0.159 0.224 0.03
O 0.275 6.91 30.206 -0.212 -0.13 0.153
O 3.841 3.821 30.561 0.203 0.054 0.052
O 1.898 12.961 26.118 -0.097 0.046 0.232
O -4.308 8.877 29.29 0.029 -0.169 0.135
O -0.091 16.977 28.077 0.134 0.077 0.218
O 2.723 13.75 28.55 -0.214 0.116 -0.054
O 4.772 12.548 32.623 -0.063 0.097 -0.186
O 1.641 5.37 31.801 -0.026 -0.162 0.292
O 2.791 1.797 29.286 -0.037 0.059 0.105
O 5.89 2.044 30.401 0.059 0.046 -0.107
O 4.745 2.497 32.684 0.213 -0.024 0.084
O 8.951 7.552 31.101 -0.13 -0.014 0.334
O 6.509 8.29 31.799 -0.124 -0.108 -0.09
O -0.242 5.831 26.961 -0.106 -0.129 -0.147
O 6.022 6.854 25.641 -0.159 0.097 -0.045
O 1.537 16.012 30.001 0.19 -0.283 -0.081
O 4.655 10.209 28.372 0.067 0 -0.203
O 6.95 9.759 29.654 0.239 -0.007 -0.012
O 5.843 10.674 34.227 -0.309 -0.208 0.303
O 9.649 4.06 27.422 -0.009 -0.14 0.082
O 13.772 6.644 26.153 -0.048 -0.08 -0.285
O 12.471 4.408 31.243 -0.051 0.103 0.24
O 12.141 4.439 28.369 -0.016 -0.154 -0.008
O 10.873 6.104 30.011 0.225 -0.058 0.038
O 7.236 4.888 26.888 -0.241 0.039 -0.129
O 14.189 9.909 28.305 0.01 0.102 0.045
O 20.758 12.002 26.319 -0.151 -0.227 -0.296
O 10.942 13.485 33.751 -0.213 0.014 0.135
O 12.46 11.913 32.261 -0.048 -0.224 0.304
O 9.891 12.887 27.328 0.161 0.03 -0.039
O 11.532 12.533 29.924 0.156 0.198 -0.178
Si -0.067 0.057 5.346 0.016 -0.012 -0.027
Si 2.678 2.745 5.349 -0.002 0.002 -0.078
Si -0.059 5.48 5.428 0.013 -0.006 -0.017
Si 2.735 8.164 5.414 -0.008 0.048 -0.015
Si -0.042 10.978 5.45 0.066 0.015 0.013
Si 2.694 13.7 5.411 0.018 -0.003 -0.024
Si 5.408 0.05 5.351 0.031 -0.069 -0.012
Si 8.15 2.708 5.341 0.004 -0.016 -0.078
Si 5.415 5.437 5.364 -0.034 -0.03 -0.05
Si 8.163 8.171 5.418 -0.009 -0.078 -0.008
Si 5.445 10.932 5.385 0.035 0.046 -0.022
Si 8.194 13.674 5.345 -0.043 -0.009 -0.017
Si 10.907 -0.028 5.324 -0.008 0.038 -0.072
Si 13.622 2.694 5.412 -0.02 -0.011 -0.009
Si 10.88 5.425 5.423 -0.031 -0.042 0.005
Si 13.645 8.182 5.441 -0.009 0.027 0.032
Si 10.912 10.946 5.413 -0.001 -0.025 0.002
Si 13.611 13.729 5.38 0.004 -0.022 -0.014
Si 1.328 1.381 6.734 -0.008 0.004 -0.014
Si 4.06 4.08 6.742 0.025 0.016 -0.006
Si 1.35 6.821 6.779 0.006 -0.016 0.003
Si 4.1 9.553 6.76 0.03 -0.038 -0.011
Si 1.349 12.329 6.788 -0.033 0.02 0.016
Si 4.091 15.058 6.743 0.012 -0.025 0.008
Si 6.798 1.368 6.736 -0.044 0.045 0.023
Si 9.516 4.046 6.755 0.034 0.036 0.01
Si 6.785 6.798 6.754 -0.011 0.078 -0.006
Si 9.544 9.556 6.761 0.003 0.025 -0.002
Si 6.831 12.307 6.729 -0.03 -0.002 -0.013
Si 9.558 15.023 6.727 0.015 -0.03 -0.002
Si 12.255 1.32 6.748 0.035 0.004 0.009
Si 14.996 4.076 6.768 -0.01 0.033 0.008
Si 12.264 6.801 6.776 0.001 0.032 -0.004
Si 15.013 9.571 6.789 -0.048 0.011 0.006
Si 12.288 12.32 6.761 0.012 -0.019 -0.013
Si 15.003 15.073 6.74 -0.054 0.035 -0.008
Si -0.014 2.735 8.132 -0.001 0.003 -0.002
Si 2.712 0.012 8.101 -0.012 -0.013 -0.002
Si -0.002 8.205 8.138 0.022 0.008 -0.002
Si 2.723 5.454 8.132 -0.006 0.014 -0.004
Si -0.028 13.701 8.119 0.001 -0.044 0.005
Si 2.739 10.941 8.114 0.008 0.016 0.004
Si 5.444 2.73 8.112 0.002 -0.019 0.005
Si 8.183 -0.01 8.093 0 -0.016 -0.017
Si 5.459 8.19 8.129 -0.01 -0.012 0.03
Si 8.171 5.44 8.115 0.008 -0.042 -0.013
Si 5.47 13.679 8.097 0.02 0 0.013
Si 8.183 10.935 8.114 -0.006 -0.032 0.02
Si 10.903 2.694 8.12 -0.017 -0.014 -0.01
Si 13.641 -0.003 8.136 0.017 -0.013 0.004
Si 10.915 8.192 8.129 0.025 0.002 -0.007
Si 13.641 5.442 8.139 -0.001 -0.008 0.002
Si 10.914 13.669 8.125 0.003 -0.015 0.001
Si 13.65 10.947 8.136 0.01 -0.026 0
Si 1.366 4.091 9.502 0.006 0.008 -0.001
Si 4.095 1.354 9.478 -0.002 0.019 -0.008
Si 1.385 9.574 9.487 -0.007 0.007 0.014
Si 4.099 6.824 9.494 -0.015 0.01 -0.003
Si 1.37 15.038 9.48 -0.019 0.017 -0.002
Si 4.122 12.3 9.473 0.003 -0.003 0
Si 6.818 4.08 9.489 -0.005 0.051 0
Si 9.55 1.329 9.492 0.016 0.032 -0.013
Si 6.833 9.56 9.488 0 0.003 0.009
Si 9.548 6.811 9.478 0.004 0.027 -0.005
Si 6.842 15.02 9.48 0 -0.001 0
Si 9.559 12.286 9.49 0.003 0.005 0.002
Si 12.277 4.061 9.491 0 0.007 -0.003
Si 15.03 1.355 9.492 -0.013 0.023 -0.016
Si 12.292 9.56 9.491 -0.003 0.019 0.01
Si 15.031 6.819 9.486 -0.024 -0.013 -0.007
Si 12.292 15.015 9.5 0.008 -0.002 -0.003
Si 15.038 12.306 9.488 -0.012 0.018 -0.002

Results
total energy: -115454.902 eV
total energy less fixed offsets of O -438.04, Si -107.15 eV per atom: -0.162 eV
